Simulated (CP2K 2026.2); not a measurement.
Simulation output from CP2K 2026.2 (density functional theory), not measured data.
Periodic cell of 534 atoms, Si358O176, from a study of silicon, its oxide and their interface. The atomic structure is a simulated model.
Doubt: the forces sum to 1.69 eV/angstrom along one axis rather than to zero, so they err by at least 0.0032 eV/angstrom per atom on average; the grid cutoff is modest.

Settings
functional: PBE
method: Gaussian and plane waves
basis set: DZVP-MOLOPT-SR-GTH
pseudopotentials: GTH-PBE
grid cutoff: 350 Ry, relative cutoff 50 Ry
k points: Gamma only
occupations: fixed
spin: none
net charge: 0

Cell vectors (angstrom)
a	16.4025	0	0
b	0	16.4025	0
c	0	0	35.5168

Atoms and the computed forces on them: element, x, y, z (angstrom), force x, y, z (eV/angstrom)
Si	15.896	0.083	35.511	-0.254	-0.128	-0.2
Si	4.089	2.24	35.265	-0.053	0.569	-0.222
Si	16.37	5.817	35.218	-0.079	-0.25	0.248
Si	3.041	8.121	35.477	0.097	0.19	-0.04
Si	15.916	11.301	0.072	0.028	0.145	-0.284
Si	2.697	13.221	35.162	-0.122	0.268	-0.443
Si	5.469	0.249	0.266	0.219	-0.198	0.286
Si	8.1	2.568	0.195	-0.015	0.011	0.125
Si	5.353	6.008	0.263	0.269	0.116	-0.479
Si	9.544	9.388	34.619	-0.113	-0.14	0.499
Si	5.298	11.306	35.434	0.012	-0.012	0.523
Si	7.774	14.487	35.212	0.317	-0.206	0.37
Si	10.575	0.608	0.014	0.129	-0.069	-0.19
Si	13.801	2.52	0.029	-0.215	0.26	-0.032
Si	10.495	5.495	35.5	0.076	-0.457	0.346
Si	13.235	9.066	35.448	0.711	0.14	0.324
Si	11.47	10.599	35.359	-0.116	0.277	-0.081
Si	13.656	13.446	0.439	0.05	-0.003	-0.595
Si	1.402	1.25	0.98	-0.108	0.236	-0.231
Si	4.287	4.162	1.384	-0.123	-0.132	-0.009
Si	1.434	6.868	1.211	-0.013	0.204	-0.027
Si	4.169	9.692	1.315	-0.013	-0.166	-0.152
Si	1.239	12.338	1.26	-0.029	-0.14	-0.132
Si	3.993	15.247	1.342	0.143	0.056	0.023
Si	6.784	1.426	1.723	0.04	0.101	-0.046
Si	9.428	4.055	1.463	-0.244	0.104	-0.125
Si	7.024	7.182	1.561	-0.185	-0.083	0.021
Si	8.734	8.959	1.313	0.118	-0.124	-0.032
Si	6.883	12.543	1.109	0.09	0.132	-0.14
Si	9.513	15.191	1.195	0.005	0.158	-0.197
Si	12.215	1.5	1.474	0.086	-0.012	-0.255
Si	14.969	4.32	1.081	0.006	-0.075	-0.202
Si	11.914	6.791	1.342	0.15	-0.182	-0.041
Si	14.93	9.698	1.457	-0.37	-0.223	-0.269
Si	12.125	12.115	1.584	0.004	-0.153	0.072
Si	14.869	15.095	1.581	0.033	-0.145	-0.133
Si	0.03	2.826	2.404	-0.108	-0.047	-0.035
Si	2.633	0.142	2.712	0.134	-0.009	-0.037
Si	16.389	8.213	2.596	0.037	0.044	0.115
Si	2.701	5.449	2.643	0.056	-0.083	0.036
Si	16.399	13.746	2.74	0.006	-0.028	0.114
Si	2.657	10.98	2.621	0.078	0.059	0.143
Si	5.457	2.882	2.945	0.12	0.051	0.074
Si	8.239	16.4	2.831	0.111	0.061	0.112
Si	5.424	8.333	2.823	0.012	0.042	0.099
Si	8.146	5.528	2.835	0.08	-0.005	-0.079
Si	5.407	13.734	2.596	-0.14	-0.025	-0.027
Si	8.075	10.96	2.538	-0.005	0.12	-0.233
Si	10.872	2.815	2.842	0.013	0.034	0.176
Si	13.504	0.062	2.841	-0.02	0.134	0.14
Si	10.677	8.256	2.682	-0.032	0.115	-0.121
Si	13.536	5.522	2.586	0.011	-0.029	0.096
Si	10.777	13.694	2.662	-0.13	0.146	-0.084
Si	13.609	10.952	2.929	0.068	-0.116	0.192
Si	1.305	4.102	3.999	-0.06	0.027	-0.141
Si	4.026	1.44	4.132	-0.041	0.103	-0.044
Si	1.328	9.586	4.024	-0.025	-0.027	-0.093
Si	4.04	6.858	4.06	0.032	-0.006	-0.071
Si	1.343	15.13	4.101	-0.066	-0.089	-0.016
Si	4.04	12.358	4.017	0.075	-0.006	-0.207
Si	6.829	4.207	4.26	0.041	-0.115	-0.002
Si	9.558	1.4	4.205	-0.025	-0.078	-0.174
Si	6.779	9.73	4.131	-0.187	-0.131	-0.017
Si	9.533	6.862	4.193	-0.079	-0.12	-0.05
Si	6.769	15.035	4.097	0.001	0.025	-0.203
Si	9.45	12.277	4.009	0.034	0.003	0.013
Si	12.305	4.179	4.11	-0.148	0.011	0.011
Si	15.048	1.478	3.978	-0.048	0.009	-0.172
Si	12.152	9.55	4.12	0.09	0.047	-0.072
Si	14.97	6.864	3.967	-0.046	0.009	-0.065
Si	12.165	15.021	4.112	0.061	0.029	-0.007
Si	15.04	12.364	4.148	-0.038	0.026	-0.031
Si	16.402	0.02	10.928	-0.003	0.01	0.004
Si	2.711	2.737	10.926	0.033	0.001	0
Si	0.005	5.479	10.94	-0.004	-0.015	-0.002
Si	2.706	8.201	10.922	0.054	-0.043	-0.008
Si	16.392	10.938	10.913	0.046	-0.011	-0.001
Si	2.713	13.676	10.933	0.013	-0.011	0.009
Si	5.455	0.009	10.94	0.034	-0.017	-0.005
Si	8.221	2.749	10.921	-0.005	0.003	-0.012
Si	5.448	5.474	10.909	0.041	-0.021	-0.009
Si	8.211	8.212	10.921	-0.002	-0.015	0
Si	5.448	10.941	10.926	0.042	-0.007	-0.01
Si	8.214	13.676	10.935	-0.007	-0.004	-0.007
Si	10.969	0.013	10.922	-0.008	-0.029	0.002
Si	13.699	2.751	10.948	-0.017	-0.02	0.013
Si	10.974	5.482	10.939	0.011	-0.03	0.002
Si	13.697	8.218	10.933	-0.015	0.001	0.011
Si	10.963	10.957	10.918	-0.039	0.008	0.001
Si	13.692	13.69	10.905	-0.008	-0.03	-0.007
Si	1.36	1.37	12.314	0.029	-0.001	0.006
Si	4.084	4.101	12.278	-0.004	-0.035	-0.025
Si	1.37	6.827	12.316	0.002	0.027	-0.001
Si	4.088	9.555	12.276	0.032	0.074	0.004
Si	1.353	12.292	12.294	-0.022	-0.008	0.001
Si	4.096	15.027	12.307	0.01	0.017	-0.004
Si	6.853	1.372	12.281	-0.017	-0.016	-0.006
Si	9.616	4.097	12.298	-0.034	0.009	0.022
Si	6.849	6.817	12.264	-0.046	0	-0.006
Si	9.613	9.567	12.267	0.024	0.011	-0.008
Si	6.842	12.289	12.274	-0.023	-0.021	-0.028
Si	9.632	15.021	12.279	-0.028	0.044	0.006
Si	12.349	1.365	12.304	-0.004	0.05	0.003
Si	15.077	4.101	12.321	0.012	0.034	-0.017
Si	12.375	6.824	12.309	-0.059	0.023	0.003
Si	15.064	9.569	12.321	-0.04	-0.021	0.013
Si	12.356	12.309	12.278	-0.005	0.055	-0.014
Si	15.044	15.056	12.297	0.007	-0.005	-0.004
Si	0.011	2.728	13.712	-0.028	0.023	0.013
Si	2.728	16.398	13.672	0.005	-0.029	0.012
Si	0.027	8.19	13.705	0.021	-0.014	-0.005
Si	2.706	5.421	13.675	0.118	-0.017	0.024
Si	16.397	13.674	13.655	0.021	0.011	-0.001
Si	2.716	10.901	13.652	0.081	0.001	0.011
Si	5.468	2.743	13.627	0.006	0.08	-0.003
Si	8.258	16.395	13.606	-0.01	-0.001	-0.01
Si	5.459	8.163	13.612	0.082	-0.046	-0.019
Si	8.24	5.476	13.642	-0.01	-0.037	-0.014
Si	5.466	13.622	13.649	0.072	-0.005	0.006
Si	8.235	10.926	13.61	-0.074	0.072	0.042
Si	11.014	2.744	13.674	-0.004	-0.044	0.015
Si	13.709	0.018	13.705	-0.036	-0.027	0.031
Si	11.012	8.222	13.629	-0.024	-0.034	-0.033
Si	13.763	5.478	13.708	-0.002	-0.094	-0.01
Si	11.027	13.678	13.66	0.021	-0.109	0.01
Si	13.714	10.964	13.677	-0.047	0.024	0.007
Si	1.376	4.056	15.116	-0.034	-0.042	0.075
Si	4.111	1.382	15.003	0.035	0.001	0.038
Si	1.38	9.559	15.075	-0.008	0.017	0.085
Si	4.087	6.799	14.983	0.043	-0.027	-0.001
Si	1.372	15.004	15.033	-0.013	0.011	-0.017
Si	4.088	12.24	15.023	-0.022	-0.017	-0.009
Si	6.851	4.101	14.981	-0.036	-0.065	-0.029
Si	9.644	1.33	14.986	0.038	0.012	0.01
Si	6.869	9.518	14.933	-0.052	-0.031	0.001
Si	9.647	6.858	14.97	0.049	0.039	-0.062
Si	6.914	14.981	14.928	-0.054	-0.028	-0.029
Si	9.661	12.257	14.954	-0.01	0.072	-0.001
Si	12.42	4.093	15.06	-0.026	0.059	0.009
Si	15.07	1.371	15.112	0.021	-0.009	0.009
Si	12.399	9.546	15.025	-0.064	0.004	0.065
Si	15.152	6.791	15.132	-0.039	0.069	0.134
Si	12.378	15.034	15.089	0.008	0.079	0.062
Si	15.043	12.354	15.07	0.039	0.004	0.083
Si	0.039	16.36	16.438	-0.035	0.022	0.118
Si	2.738	2.661	16.478	0.08	0.126	0.192
Si	0.071	5.381	16.612	0.1	-0.056	-0.007
Si	2.69	8.067	16.398	0.157	0.102	0.024
Si	0.048	11.019	16.416	-0.063	0	0.032
Si	2.732	13.626	16.391	-0.033	0.073	0.087
Si	5.544	16.369	16.216	0.138	-0.057	0.018
Si	8.276	2.731	16.268	-0.096	0.088	0.005
Si	5.485	5.477	16.343	-0.151	-0.052	0.146
Si	8.285	8.222	16.316	-0.092	-0.108	0.124
Si	5.435	10.767	16.305	0.128	-0.039	0.118
Si	8.329	13.648	16.285	-0.01	-0.121	0.072
Si	10.976	16.385	16.437	-0.05	0.024	0.056
Si	13.726	2.731	16.535	-0.049	-0.061	0.088
Si	11.1	5.581	16.314	-0.014	-0.065	0.163
Si	13.832	8.26	16.433	0.053	-0.063	0.085
Si	10.97	10.864	16.357	0.075	0.07	0.051
Si	13.742	13.718	16.543	-0.001	-0.069	0.112
Si	1.433	1.178	17.9	0.175	-0.262	-0.121
Si	4.112	4.136	17.773	0.037	0.045	-0.159
Si	1.479	6.757	17.991	0.125	-0.116	0.074
Si	4.059	9.375	17.753	-0.035	-0.235	-0.107
Si	1.34	12.362	17.883	-0.014	0.132	-0.017
Si	4.224	15.008	17.577	-0.024	0.074	-0.261
Si	6.959	1.261	17.565	-0.013	-0.042	-0.029
Si	9.663	4.185	17.51	-0.007	-0.014	-0.114
Si	6.884	6.88	17.645	-0.013	0.132	-0.235
Si	9.645	9.498	17.785	0.062	-0.015	0.029
Si	6.981	12.112	17.447	0.052	-0.003	-0.294
Si	9.635	14.968	17.809	-0.065	-0.106	-0.014
Si	12.284	1.373	17.864	-0.133	0.025	0.025
Si	15.127	3.981	18.042	-0.117	0.121	-0.074
Si	12.492	6.896	17.788	0.056	-0.087	-0.071
Si	15.198	9.651	17.849	0	0.084	-0.016
Si	12.294	12.232	17.735	-0.044	0.007	-0.073
Si	15.141	15.143	18.003	0.098	0.091	-0.225
Si	0.143	2.519	19.372	0.054	-0.308	0.019
Si	3	16.142	19.196	-0.076	0.254	0.115
Si	0.173	8.273	19.266	-0.06	0.166	0.118
Si	2.932	5.419	19.494	0.01	-0.173	0.107
Si	0.088	13.748	19.491	0.247	-0.083	0.228
Si	2.657	10.785	19.028	0.116	-0.251	0.082
Si	5.554	2.601	18.785	-0.04	-0.004	0.097
Si	8.111	16.268	19.097	0.03	-0.008	0.211
Si	5.51	8.037	19.163	0.092	0.134	0.147
Si	8.226	5.426	18.846	0.125	0.14	0.246
Si	5.573	13.458	18.612	0.194	0.11	0.259
Si	8.183	10.858	19.021	0.034	0.137	0.213
Si	10.904	2.951	19.006	-0.172	-0.093	-0.145
Si	13.563	0.003	19.321	0.217	0.179	-0.097
Si	11.174	8.294	19.178	-0.042	-0.067	0.186
Si	13.808	5.551	19.309	-0.093	0.217	0.21
Si	10.942	13.486	19.205	0.013	-0.055	0.182
Si	13.751	11.054	19.143	0.133	-0.002	0.167
Si	1.761	3.625	20.603	0.264	0.204	0.242
Si	4.099	1.532	20.23	0.106	-0.142	0.044
Si	1.542	9.594	20.786	0.233	0.079	-0.213
Si	5.015	6.174	20.691	-0.009	0.268	0.161
Si	2.721	14.477	20.947	0.169	-0.008	0.121
Si	4.344	12.029	19.91	0	-0.126	0.378
Si	7.004	3.884	20.006	-0.037	-0.448	0.122
Si	9.446	2.117	20.657	0.11	0.286	0.009
Si	6.51	9.851	20.321	-0.161	-0.146	0.326
Si	10.474	6.526	20.571	0.055	0.092	0.204
Si	6.917	14.544	20.141	-0.306	0.133	0.099
Si	9.169	12.416	20.49	0.102	-0.129	0.025
Si	11.92	4.595	20.346	-0.144	0.075	0.021
Si	14.631	0.936	21.335	-0.099	0.014	-0.017
Si	12.598	9.581	20.59	-0.019	0.151	-0.034
Si	14.866	7.363	20.579	-0.095	-0.214	0.105
Si	12.732	14.482	20.375	-0.627	0.044	0.014
Si	14.564	12.843	20.505	0.126	-0.495	0.019
Si	0.784	12.326	27.322	0.003	-0.131	0.134
Si	1.124	4.471	23.5	0.334	0.017	0.281
Si	2.322	6.766	24.386	0.194	0.062	0.371
Si	3.446	9.229	23.319	0.078	0.134	0.27
Si	0.869	15.189	26.479	-0.116	0.031	0.029
Si	1.714	11.451	24.712	0.06	-0.006	0.276
Si	4.876	1.091	23.159	0.055	0.097	0.334
Si	8.161	0.007	27.284	0.061	-0.232	-0.123
Si	10.571	7.295	28.377	0.053	-0.081	-0.108
Si	11.381	3.457	22.336	-0.039	0.137	-0.14
Si	6.555	9.441	23.33	0.046	0.033	0.21
Si	11.685	10.578	23.472	-0.104	-0.103	0.359
Si	14.622	13.881	27.152	-0.027	0.018	0.099
Si	13.548	2.461	28.794	0.042	-0.047	0.115
Si	9.725	5.909	23.286	-0.054	0.15	0.067
Si	15.872	11.152	22.792	0.035	-0.049	0.286
Si	9.392	13.789	25.671	-0.087	0.093	-0.051
Si	13.773	1.894	23.434	0.071	0.344	0.029
Si	3.23	16.264	25.218	0.039	-0.047	0.025
Si	4.998	0.724	27.677	-0.03	-0.043	-0.016
Si	2.732	4.314	25.878	0.098	0.162	0.15
Si	8.704	9.459	29.625	-0.032	0.055	-0.122
Si	8.409	12.135	28.154	-0.033	-0.009	-0.091
Si	4.268	13.218	25.079	0.097	-0.095	0.148
Si	5.623	3.696	24.643	-0.072	0.031	-0.012
Si	7.88	3.185	26.698	-0.11	0.002	0.094
Si	6.603	6.498	23.365	-0.057	-0.011	0.245
Si	8.846	11.529	23.598	-0.005	0.087	0.171
Si	12.485	13.337	24.946	-0.266	-0.013	0.297
Si	13.238	15.564	22.964	0.005	-0.3	0.294
Si	13.26	8.235	27.207	0.029	0.115	-0.026
Si	14.226	5.63	26.806	0.013	0.024	-0.133
Si	3.081	12.5	29.232	-0.112	0.006	-0.172
Si	15.93	6.878	23.524	0.03	0.112	0.343
Si	14.528	12.742	31.563	-0.028	0.174	-0.239
Si	0.475	4.618	32.451	-0.057	-0.01	-0.383
Si	2.338	16.015	31.584	-0.035	-0.043	-0.221
Si	14.038	9.105	24.536	-0.074	0.031	0.188
Si	6.52	5.414	28.523	-0.016	0.012	-0.048
Si	5.344	11.308	33.102	0.002	-0.208	-0.414
Si	5.965	8.41	28.393	-0.029	-0.033	-0.224
Si	4.04	3.531	28.534	-0.119	-0.057	-0.097
Si	13.539	0.376	30.974	0.203	-0.173	-0.049
Si	9.933	5.398	26.21	0.019	0.131	0.166
Si	14.863	2.909	26.183	0.057	0.08	0.202
Si	5.377	11.297	27.518	-0.098	-0.014	-0.085
Si	9.57	14.621	29.537	0.227	-0.004	-0.144
Si	15.277	6.993	28.961	0.026	0.181	-0.049
Si	15.832	15.502	32.541	-0.104	-0.027	-0.646
Si	1.264	6.073	30.01	0.112	0.027	-0.19
Si	12.794	14.201	29.615	0.054	-0.07	-0.082
Si	5.08	14.763	22.806	0.327	-0.173	0.108
Si	2.085	2.51	30.712	-0.051	-0.104	-0.171
Si	6.56	5.794	31.531	-0.151	-0.019	-0.226
Si	2.809	9.409	32.574	0.002	-0.054	-0.063
Si	3.954	7.3	30.521	0.107	-0.133	-0.049
Si	2.782	15.413	28.754	-0.083	0.021	-0.003
Si	3.479	13.421	32.27	-0.147	0.248	-0.229
Si	6.033	3.861	33.687	0.032	-0.089	-0.105
Si	11.924	1.936	33.177	-0.003	-0.05	-0.116
Si	8.285	10.954	32.295	0.003	-0.144	-0.109
Si	9.113	6.635	33.182	0.049	0.01	-0.164
Si	9.381	13.898	32.413	-0.062	-0.065	-0.095
Si	12.122	13.063	33.552	0.159	0.02	0.037
Si	11.354	4.725	32.732	-0.004	-0.137	-0.16
Si	0.026	3.283	28.788	0.054	-0.079	-0.059
Si	14.919	7.999	33.336	-0.009	-0.087	-0.21
Si	14.136	5.583	31.624	0.139	0.083	-0.173
Si	11.895	4.687	28.363	-0.173	0.04	0.066
Si	0	10.4	32.513	-0.103	0.216	-0.11
O	15.604	15.553	34.151	0.242	-0.036	0.548
O	14.999	1.438	35.228	0.226	-0.018	0.309
O	2.725	1.181	31.417	0.267	0.177	0.369
O	4.634	2.989	33.858	-0.079	0.02	-0.205
O	15.729	7.185	34.515	-0.075	-0.159	0.301
O	0.683	4.848	34.054	0.028	0.287	0.258
O	2.484	8.792	34.059	-0.145	-0.018	0.361
O	3.073	8.219	31.512	-0.149	-0.192	0.238
O	0.005	10.783	34.102	-0.047	-0.287	0.153
O	1.567	10.335	32.051	-0.083	0.063	0.045
O	2.436	13.097	33.513	-0.243	-0.216	0.357
O	4.956	12.857	32.66	0.226	-0.039	0.324
O	6.586	15.628	34.975	-0.368	0.198	0.11
O	2.463	1.848	35.277	-0.184	-0.02	0.366
O	9.214	1.489	35.157	0.329	-0.191	0.279
O	7.272	3.016	34.345	-0.028	-0.22	0.22
O	4.225	7.02	35.069	-0.005	-0.274	0.513
O	5.976	5.305	34.43	0.174	-0.131	0.353
O	9.681	8.151	33.503	-0.046	0.115	-0.013
O	8.653	10.529	33.832	-0.218	-0.101	0.088
O	4.126	12.5	35.461	-0.349	-0.007	0.041
O	2.935	14.798	0.083	-0.059	-0.383	0.22
O	10.97	13.872	32.762	0.024	0	-0.003
O	8.47	14.296	33.71	-0.235	-0.096	0.249
O	11.286	0.679	34.01	-0.306	-0.148	0.179
O	1.582	16.003	25.241	0.03	-0.068	-0.136
O	13.066	2.699	34.07	0.163	0.322	0.4
O	12.572	1.311	31.843	-0.271	0.105	0.212
O	9.097	5.98	34.702	-0.014	0.003	0.114
O	11.603	5.066	34.329	0.033	-0.034	0.278
O	14.034	6.904	32.556	-0.228	0.187	0.227
O	13.912	9.119	33.95	0.07	0.279	-0.194
O	11.465	11.679	34.094	-0.27	0.248	-0.162
O	12.817	7.488	0.117	-0.299	0.246	-0.059
O	14.823	12.499	35.219	-0.1	-0.064	0.515
O	12.692	14.056	34.729	0.106	0.141	0.085
O	1.013	3.683	22.102	0.13	-0.325	-0.133
O	1.563	3.673	24.888	-0.386	-0.073	-0.38
O	4.905	0.98	21.543	0.01	-0.038	-0.183
O	3.038	2.61	20.898	-0.177	0.027	-0.374
O	3.533	7.795	24.113	-0.009	-0.126	-0.015
O	2.801	9.08	21.798	-0.149	-0.27	-0.351
O	5.48	6.791	22.185	-0.443	0.1	-0.203
O	2.326	5.587	23.24	-0.174	-0.173	-0.057
O	3.473	14.963	22.364	-0.012	-0.029	0.053
O	15.616	15.082	26.526	0.144	0.137	0.102
O	5.432	11.074	20.763	0.047	0	-0.397
O	3.414	12.967	20.906	-0.126	0.498	-0.11
O	5.883	4.756	20.862	-0.043	0.541	0.011
O	8.102	3.063	20.979	0.305	0.087	-0.434
O	11.183	4.585	26.896	0.117	0.115	0.01
O	8.946	0.591	20.369	0.101	-0.08	-0.332
O	7.052	9.27	21.779	0.146	0.059	-0.353
O	6.738	7.985	24.1	0.008	-0.084	-0.185
O	10.495	6.883	22.214	0.233	0.191	-0.479
O	10.243	4.382	23.061	0.048	-0.42	0.295
O	8.241	13.751	20.7	-0.036	0.006	-0.253
O	5.954	14.655	21.458	0.049	0.012	0.072
O	9.13	11.75	22.003	0.2	0.076	-0.276
O	12.322	11.958	24.092	-0.048	0.046	-0.441
O	8.893	6.221	20.186	-0.036	0.048	-0.623
O	10.508	2.09	21.934	0.074	0.004	0.096
O	14.69	15.857	22.183	-0.023	0.084	0.12
O	16.007	1.53	20.656	-0.049	0.259	-0.093
O	13.693	8.43	21.16	-0.046	0.135	-0.473
O	11.837	10.429	21.834	0.313	-0.17	-0.402
O	15.771	6.958	21.908	0.171	-0.022	-0.155
O	0.347	10.315	21.68	-0.105	0.242	-0.236
O	12.132	15.09	21.842	0.332	0.191	-0.039
O	12.866	0.545	23.756	-0.026	-0.091	-0.01
O	14.885	12.185	22.023	-0.442	0.335	-0.125
O	1.077	14.272	20.816	-0.307	-0.252	-0.435
O	13.544	0.988	29.47	0.056	0.025	-0.026
O	13.331	14.379	24.042	0.2	0.069	-0.081
O	6.585	2.988	25.746	-0.165	-0.102	0.08
O	4.052	0.736	26.346	-0.139	0.196	-0.062
O	2.52	5.966	25.82	-0.078	0.119	0.058
O	0.497	11.964	23.759	0.056	0.104	-0.039
O	4.958	9.853	23.391	-0.181	-0.065	-0.246
O	16.124	5.27	23.8	0.027	0.029	-0.018
O	1.105	11.153	26.221	0.058	-0.004	-0.203
O	2.885	12.552	24.586	0.071	0.129	-0.034
O	4.265	11.493	28.715	-0.029	-0.066	0.045
O	5.575	9.645	27.333	-0.238	0.039	0.172
O	5.526	2.553	23.478	0.197	-0.008	-0.299
O	5.661	16.106	23.603	-0.196	-0.089	0.077
O	6.499	0.028	27.494	-0.108	-0.149	0.119
O	12.099	3.232	29.118	0.15	0.23	0.044
O	8.133	6.087	22.979	0.053	-0.395	0.103
O	6.113	5.199	24.246	0.144	0.259	-0.13
O	10.161	6.235	24.826	0.016	0.021	0.096
O	13.284	6.85	26.307	-0.021	-0.202	-0.264
O	9.169	12.643	26.812	-0.137	-0.105	0.047
O	7.493	10.649	23.965	0.063	0.202	0.019
O	11.022	13.954	25.425	0.117	-0.121	-0.214
O	10.139	10.592	24.025	0.172	-0.099	0.078
O	15.617	12.661	27.673	0.126	-0.151	0.248
O	12.674	3.125	23.291	0.026	0.01	0.12
O	13.691	14.59	28.299	-0.103	0.275	0.087
O	14.829	2.143	24.724	0.04	-0.134	-0.288
O	14.489	4.454	25.747	0.153	-0.084	-0.054
O	11.247	5.984	29.147	0.229	-0.099	-0.161
O	14.998	10.181	23.783	0.191	-0.015	-0.014
O	14.247	8.202	28.533	0.137	0.007	-0.103
O	12.495	9.272	24.028	-0.182	-0.06	0.015
O	8.79	13.023	24.325	0.039	-0.13	-0.112
O	13.614	12.87	30.181	-0.181	0.058	0.115
O	1.6	11.994	28.705	0.082	-0.117	-0.095
O	1.603	15.922	27.744	0.141	-0.035	0.028
O	3.329	3.3	29.991	0.07	0.257	0.266
O	4.984	4.857	28.587	-0.247	0.22	0.05
O	2.825	3.768	27.422	-0.225	-0.196	0.217
O	4.151	3.904	25.245	0.117	0.033	-0.194
O	0.883	7.552	24.199	-0.2	0.058	-0.113
O	9.733	8.218	29.402	0.034	-0.209	0.024
O	7.189	8.965	29.311	-0.123	0.128	0.031
O	6.81	11.935	27.952	0.163	0.242	0.258
O	3.374	13.923	28.488	0.112	0.055	0.012
O	3.906	14.769	25.499	0.177	0.261	-0.139
O	4.909	12.185	26.198	-0.051	0.136	-0.084
O	8.908	4.165	25.888	-0.011	0.141	-0.159
O	5.053	2.284	28.177	0.011	0.121	-0.241
O	14.911	3.171	29.403	-0.013	0.012	-0.042
O	11.703	8.312	27.717	0.044	-0.14	-0.195
O	9.552	6.609	27.273	0.124	-0.175	-0.17
O	13.717	2.257	27.168	0.034	-0.089	-0.175
O	8.631	13.327	29.226	-0.194	0.002	-0.061
O	6.409	6.915	27.785	-0.006	0.054	0.095
O	13.446	5.002	28.07	0.106	-0.028	0.09
O	13.522	13.14	26.194	-0.222	0.005	-0.092
O	8.669	15.256	26.114	-0.122	0.119	0.004
O	16.235	3.001	27.154	-0.127	-0.221	0.107
O	1.006	5.921	31.619	0.224	-0.044	0.082
O	15.261	4.51	32.162	-0.01	-0.011	-0.122
O	0.385	7.362	29.47	-0.002	-0.165	0.194
O	12.655	4.905	31.745	-0.091	-0.206	0.05
O	5.274	13.447	23.791	0.114	0.024	-0.224
O	2.37	10.078	24.181	0.127	-0.103	-0.256
O	3.423	0.841	23.901	-0.241	0.223	-0.184
O	1.36	13.641	26.547	0.247	0.209	-0.089
O	3.043	12.71	30.85	0.064	0.049	0.266
O	1.006	15.856	32.468	0.175	0.159	0.441
O	1.326	3.333	31.912	0.044	-0.015	0.1
O	0.991	2.161	29.519	0.059	-0.121	-0.044
O	1.955	15.401	30.139	-0.017	-0.175	-0.03
O	4.114	16.349	28.815	-0.066	-0.111	0.207
O	14.652	7.619	24.205	0.057	-0.201	0.022
O	13.885	9.348	26.172	0.066	-0.023	0.018
O	2.858	6.314	29.787	-0.035	-0.028	-0.06
O	5.1	6.539	31.42	0.128	0.036	0.278
O	4.157	10.307	32.599	0.133	0.253	-0.043
O	3.551	15.069	32.152	0.167	-0.109	0.045
O	9.072	10.726	28.65	0.026	-0.019	0.113
O	4.669	8.177	29.352	-0.027	0.183	0.073
O	6.339	4.276	32.132	-0.269	-0.225	0.293
O	7.137	5.671	30.013	0.253	-0.075	0.124
O	8.468	1.647	27.016	-0.064	-0.001	-0.163
O	9.017	15.894	28.617	0.135	0.011	-0.019
O	8.834	9.893	31.191	-0.041	0.079	-0.065
O	7.457	4.195	27.94	-0.125	-0.084	0.284
O	7.661	6.638	32.428	0.119	0.307	-0.011
O	10.151	5.747	32.261	0.041	-0.132	-0.229
O	9.288	14.928	31.129	0.063	0.128	0.256
O	6.663	10.924	32.229	-0.021	0.263	-0.021
O	11.168	14.185	29.26	-0.024	-0.029	0.037
O	8.909	12.406	31.957	-0.266	-0.119	0.01
O	10.902	3.138	32.679	0.167	0.156	0.034
O	15.572	6.212	27.522	-0.271	0.165	-0.04
O	15	0.245	31.702	0.135	0.169	0.093
O	15.473	14.053	31.862	-0.012	0.105	0.346
O	0.727	4.714	29.234	-0.03	-0.042	-0.175
O	14.562	6.115	30.143	-0.11	-0.057	0.126
O	13.399	12.586	32.697	-0.069	-0.335	0.021
O	12.919	15.29	30.816	-0.376	0.007	0.119
O	15.857	8.862	32.324	0.241	-0.05	-0.051
O	15.525	11.441	31.587	0.337	-0.128	0.273
Si	16.349	0.088	5.423	0.014	-0.025	-0.054
Si	2.653	2.794	5.461	0.047	-0.015	0.023
Si	16.348	5.5	5.368	-0.023	-0.043	-0.075
Si	2.687	8.233	5.426	-0.059	-0.033	-0.028
Si	16.4	10.95	5.45	0.003	-0.021	-0.037
Si	2.72	13.727	5.428	0.007	-0.001	-0.03
Si	5.415	0.037	5.453	0.111	-0.017	-0.005
Si	8.186	2.77	5.544	0.036	0.058	0.059
Si	5.402	5.56	5.518	0.018	-0.011	-0.009
Si	8.138	8.279	5.481	0.075	0.081	-0.101
Si	5.382	11.036	5.476	0.003	-0.025	0.011
Si	8.139	13.652	5.45	-0.149	-0.059	-0.057
Si	10.908	0.012	5.529	-0.07	0.002	0.052
Si	13.688	2.786	5.429	-0.02	0.017	-0.048
Si	10.939	5.506	5.52	0.069	0.023	-0.064
Si	13.619	8.2	5.409	-0.083	-0.09	0.01
Si	10.842	10.974	5.451	0.061	0.04	-0.001
Si	13.616	13.709	5.46	0.037	0.015	0.036
Si	1.325	1.404	6.827	-0.01	0.023	0.026
Si	4.049	4.136	6.835	-0.009	0.029	-0.001
Si	1.322	6.846	6.775	0.001	0.053	-0.039
Si	4.053	9.599	6.813	0.061	0.006	-0.065
Si	1.367	12.333	6.799	-0.022	0.006	-0.002
Si	4.077	15.063	6.83	0	0.006	0.021
Si	6.798	1.378	6.85	-0.042	0.027	-0.027
Si	9.577	4.128	6.879	-0.013	-0.042	-0.027
Si	6.799	6.901	6.862	-0.067	0.024	0.005
Si	9.528	9.603	6.854	-0.026	0.007	0.02
Si	6.785	12.333	6.86	-0.012	0.043	0.011
Si	9.52	15.023	6.834	0.03	0.055	-0.018
Si	12.325	1.402	6.819	0.045	-0.073	-0.048
Si	15.034	4.146	6.805	-0.023	0.01	0.01
Si	12.313	6.864	6.855	0.021	-0.036	0.038
Si	15.006	9.571	6.781	-0.038	0.081	-0.026
Si	12.263	12.315	6.811	0.007	-0.022	-0.019
Si	15.007	15.089	6.798	-0.075	0.053	-0.008
Si	16.382	2.776	8.191	-0.007	-0.029	-0.01
Si	2.702	0.025	8.186	0.031	-0.003	-0.018
Si	16.377	8.213	8.16	-0.018	-0.066	-0.005
Si	2.685	5.501	8.184	0.035	-0.035	-0.003
Si	16.389	13.703	8.154	0.021	-0.042	-0.006
Si	2.705	10.96	8.19	0.018	0.013	0.011
Si	5.43	2.758	8.198	0.03	-0.042	-0.004
Si	8.179	0.007	8.207	-0.041	-0.048	0
Si	5.423	8.252	8.207	0.056	-0.016	0.019
Si	8.19	5.508	8.206	0.025	-0.007	0.006
Si	5.438	13.706	8.22	0.045	-0.002	0
Si	8.166	10.963	8.216	-0.012	-0.039	-0.012
Si	10.96	2.75	8.209	-0.012	0.046	0.022
Si	13.672	0.036	8.194	0.026	0.018	0.026
Si	10.933	8.234	8.201	0.023	0.028	-0.021
Si	13.68	5.488	8.203	-0.035	0.012	0.018
Si	10.917	13.681	8.194	-0.018	0.01	-0.002
Si	13.657	10.947	8.162	-0.01	-0.009	-0.001
Si	1.353	4.119	9.563	0.012	0.018	0.006
Si	4.079	1.373	9.565	-0.01	0.011	-0.001
Si	1.345	9.57	9.541	-0.026	0.035	-0.001
Si	4.071	6.85	9.55	0.006	0.029	-0.011
Si	1.349	15.048	9.554	0.006	0.01	-0.003
Si	4.078	12.314	9.566	0.025	-0.002	-0.009
Si	6.828	4.112	9.555	-0.032	0.007	-0.001
Si	9.583	1.37	9.557	0.005	-0.014	-0.01
Si	6.817	9.582	9.574	-0.012	0.026	-0.001
Si	9.588	6.848	9.571	-0.032	0.016	-0.004
Si	6.827	15.047	9.587	-0.009	0.046	0.004
Si	9.567	12.311	9.566	-0.003	0.006	-0.008
Si	12.332	4.111	9.575	-0.006	-0.022	0.007
Si	15.042	1.393	9.563	-0.014	0.017	0.012
Si	12.321	9.583	9.56	-0.024	-0.004	0.011
Si	15.05	6.848	9.564	0	0.005	0.003
Si	12.312	15.05	9.54	-0.019	0.021	0.005
Si	15.039	12.315	9.525	-0.028	0.03	0

Results
total energy: -115447.928 eV
total energy less fixed offsets of O -438.35, Si -107.03 eV per atom: 18.412 eV
